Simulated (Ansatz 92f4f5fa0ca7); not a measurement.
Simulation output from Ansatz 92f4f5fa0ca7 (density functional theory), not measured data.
Periodic cell of 256 atoms, Si134O86H32N4, with a vacuum gap, from a study of silicon, its oxide and their interface. The atomic structure is a simulated model.

Settings
functional: r2SCAN
potential files: Ansatz PAW
basis: plane waves
wave-function cutoff: 800 eV
density cutoff ratio: 5
exchange-correlation grid ratio: 1
k mesh: 1 x 1 x 1, shifted by 0.5 0.5 0 of a step
self-consistency stop: 1e-11 eV per atom in the density residual
occupations: fixed
spin: none
net charge: 0
applied field: sawtooth along c, amplitude -0.015 V/angstrom in the program's sign convention, ramp centred at 0.9888 of c and 0.0223 of c wide, no dipole correction

Cell vectors (angstrom)
a, 10.88, 0, 0
b, 0, 10.88, 0
c, 0, 0, 44.8171

Atoms: element, x, y, z (angstrom)
Si, -0.2738, 0.2239, 31.1474
Si, 2.8517, 2.5681, 31.1418
Si, -0.123, 5.4442, 31.1418
Si, 2.8208, 7.9375, 31.2814
Si, 5.1599, 0.3788, 30.9746
Si, 8.3963, 2.5877, 31.0989
Si, 5.3175, 5.9758, 31.1532
Si, 8.5954, 7.7103, 31.4053
Si, 1.3506, 1.3554, 32.4545
Si, 4.1567, 4.1766, 32.2991
Si, 1.3702, 6.6663, 32.5309
Si, 4.0973, 9.5868, 32.3438
Si, 6.7653, 1.4106, 32.3624
Si, 9.5127, 4.0518, 32.5255
Si, 6.8661, 6.8133, 32.6843
Si, 9.5896, 9.4893, 32.5056
Si, 0.006, 2.6979, 33.8462
Si, 2.7387, -0.0016, 33.7836
Si, 0.0508, 8.1158, 33.8613
Si, 2.7904, 5.3864, 33.8288
Si, 5.4486, 2.7781, 33.7448
Si, 8.1212, 0.0016, 33.7565
Si, 5.4471, 8.2743, 33.8299
Si, 8.1633, 5.3633, 33.9421
Si, 1.3876, 4.0588, 35.1838
Si, 4.0839, 1.3992, 35.1167
Si, 1.4121, 9.5017, 35.1761
Si, 4.1007, 6.8294, 35.1465
Si, 6.7778, 4.0284, 35.2301
Si, 9.4987, 1.3349, 35.1496
Si, 6.7948, 9.5864, 35.2004
Si, 9.5244, 6.7976, 35.213
Si, 0.0075, -0.0119, 36.4949
Si, 2.7288, 2.7046, 36.5287
Si, 0.0241, 5.4362, 36.5441
Si, 2.7447, 8.1517, 36.5478
Si, 5.4269, 0.0558, 36.537
Si, 8.1594, 2.6839, 36.5539
Si, 5.4344, 5.4573, 36.5202
Si, 8.1463, 8.1822, 36.5294
Si, 1.3556, 1.3532, 37.8722
Si, 4.0626, 4.0973, 37.8702
Si, 1.3633, 6.8107, 37.9063
Si, 4.0866, 9.5361, 37.8922
Si, 6.794, 1.3688, 37.9265
Si, 9.5146, 4.0804, 37.8875
Si, 6.7831, 6.8138, 37.8753
Si, 9.527, 9.5335, 37.8667
Si, 0.0049, 2.724, 6.9238
Si, 2.6937, -0.0109, 6.9316
Si, -0.0226, 8.1778, 6.9285
Si, 2.7155, 5.439, 6.9391
Si, 5.4169, 2.7538, 6.9273
Si, 8.1818, 0.0005, 6.9337
Si, 5.4391, 8.164, 6.9396
Si, 8.1391, 5.4626, 6.9164
Si, 1.3211, 4.1162, 8.2932
Si, 4.0565, 1.3693, 8.2575
Si, 1.3251, 9.5215, 8.307
Si, 4.0664, 6.7989, 8.2983
Si, 6.7705, 4.1183, 8.2784
Si, 9.5435, 1.3641, 8.2926
Si, 6.8392, 9.5024, 8.2743
Si, 9.4672, 6.8468, 8.2778
Si, -0.0186, -0.0052, 9.7065
Si, 2.6787, 2.7229, 9.6065
Si, -0.0729, 5.507, 9.6232
Si, 2.6581, 8.1214, 9.6413
Si, 5.4637, -0.007, 9.552
Si, 8.1601, 2.7542, 9.5789
Si, 5.4465, 5.4809, 9.6839
Si, 8.1619, 8.1882, 9.7244
Si, 1.3547, 1.3823, 11.0165
Si, 4.041, 4.0718, 10.9351
Si, 1.2225, 6.8438, 11.0515
Si, 4.1017, 9.4934, 10.8564
Si, 6.8432, 1.3442, 10.8859
Si, 9.4351, 4.1609, 10.9535
Si, 6.7895, 6.8509, 11.0998
Si, 9.5034, 9.5508, 11.1396
Si, -0.102, 2.7703, 12.2589
Si, 2.8425, -0.0056, 12.2162
Si, -0.0303, 8.2765, 12.6124
Si, 2.5995, 5.3548, 12.2524
Si, 5.4575, 2.6805, 12.1667
Si, 8.0974, 0.0511, 12.4327
Si, 5.363, 8.2231, 12.3861
Si, 8.1365, 5.4877, 12.4735
Si, 1.0565, 4.2125, 13.6816
Si, 4.397, 1.1437, 13.5637
Si, 1.7989, 9.4294, 13.6927
Si, 3.6912, 6.9697, 13.4881
Si, 6.8579, 3.8409, 13.5844
Si, 9.1988, 1.7518, 13.6539
Si, 6.4944, 9.8101, 13.7471
Si, 9.7745, 6.5444, 13.8614
Si, 2.7128, 2.7521, 15.7886
Si, 2.2634, 10.7974, 16.5259
Si, 10.3819, 9.6793, 17.7332
Si, 4.7852, 4.9735, 15.6931
Si, 5.3735, 11.1076, 16.3222
Si, 6.6823, 6.3958, 17.6351
Si, 7.6883, 9.1099, 16.4137
Si, 10.018, 24.4425, 21.3774
Si, 9.6216, 12.4913, 18.6027
Si, 6.4367, 13.0329, 18.4014
Si, 8.3227, 13.5393, 28.0252
Si, 10.2206, 17.7552, 19.1999
Si, -2.3465, 16.1751, 21.0285
Si, 6.0051, 12.0535, 21.0702
Si, 8.376, 11.5093, 22.7286
Si, 16.7704, 4.9376, 19.964
Si, 10.8298, 17.4904, 22.119
Si, -0.2619, 2.8372, 15.9805
Si, 5.6322, 9.4133, 25.8048
Si, 4.8952, 14.1316, 24.756
Si, -1.5111, 5.5669, 16.6517
Si, 6.6803, 10.1297, 28.436
Si, 6.9294, 7.3676, 28.9122
Si, 5.4519, 12.6529, 28.3397
Si, 5.6758, 11.4092, 23.6534
Si, 4.4008, 14.702, 22.0064
Si, 13.0125, 4.1594, 25.8994
Si, 5.6714, 15.6493, 28.4414
Si, 1.4597, 4.1772, 22.9209
Si, 3.2429, 16.992, 27.5157
Si, 9.8262, 8.9228, 24.0214
Si, 11.5406, 20.8223, 26.346
Si, 1.5195, 4.1584, 28.8443
Si, 7.513, 4.3421, 26.1337
Si, -1.1993, 10.9539, 28.4316
Si, 2.3357, 19.6097, 28.4427
Si, 7.6905, 7.2843, 25.9001
Si, 3.3246, 21.7673, 27.0686
O, -0.0909, -0.2801, 29.5833
O, -1.4091, 1.3746, 30.9498
O, 3.9403, 1.437, 30.734
O, 2.1325, 2.9582, 29.7255
O, 1.3254, 14.771, 24.5247
O, -6.8128, 6.9802, 30.8481
O, 1.1499, 8.7376, 27.334
O, 7.0469, 15.5023, 27.6543
N, 5.7576, 0.3871, 29.3405
O, 8.1158, 3.2015, 29.5898
O, 9.7088, 6.6491, 30.8586
O, 7.8774, 8.0329, 30.0129
O, 8.8008, 19.0219, 25.0534
O, 6.9128, 1.9205, 27.6283
O, 0.1719, 5.5443, 13.9862
O, 3.5433, 2.0581, 14.5978
O, 2.2604, 1.5374, 16.7857
O, 1.7797, 10.3845, 15.0278
O, -0.902, 12.486, 15.1037
O, 2.7168, 8.1357, 14.1048
O, 4.0343, 6.0034, 14.7314
O, 5.4128, 5.9622, 16.7707
O, 7.9053, 5.3906, 17.3104
O, 9.6904, 10.8983, 18.4904
N, 5.4555, 11.0091, 14.5618
O, 7.3293, 8.9027, 14.8423
O, 11.9566, 10.0559, 17.4027
N, 1.2286, 3.3782, 15.2378
O, -2.9188, 2.7408, 14.0602
O, -4.8902, 15.1141, 14.9103
O, -0.542, 8.4046, 18.7229
O, 11.1843, 17.6268, 20.5163
O, 6.6561, 10.2785, 16.8869
O, 9.2942, 9.3957, 16.5271
O, 14.7614, 10.4889, 16.7455
O, 14.5878, 14.8076, 16.3345
O, 7.2583, 7.8633, 17.3337
O, 5.4116, 2.6265, 21.5376
O, 10.4309, 5.9781, 17.8384
O, 5.6747, 12.5929, 17.0066
O, 13.7085, 14.4628, 22.2882
O, 8.0668, 23.8195, 18.364
O, 7.5858, 11.6406, 21.2871
O, 4.4848, 15.7466, 20.7687
O, 9.0191, 20.9723, 23.2052
O, -1.197, 15.0338, 15.9575
O, 4.2298, 12.2145, 27.331
O, 7.2123, 11.9493, 23.7657
O, 6.0832, 3.6662, 18.9337
O, 15.6471, 12.5585, 24.332
O, 8.9967, 14.6563, 20.7761
O, 6.9508, 16.0011, 21.1923
O, -0.5585, 12.7241, 20.0456
O, 5.2235, 21.9737, 22.1122
O, 12.0676, 16.656, 22.7536
O, 6.3263, 14.4002, 25.4351
O, 13.8766, 10.2068, 28.5104
O, 9.5616, 12.5381, 28.2253
O, 9.5217, 12.6267, 22.6032
O, 10.5937, 2.3323, 17.5169
O, 9.3127, 6.6824, 15.4475
O, 6.5819, 21.1475, 26.8093
O, 5.8075, 11.9749, 19.4808
O, 1.3672, -7.2198, 27.2793
O, -4.6913, 7.8927, 25.6779
O, 8.7991, 17.2245, 19.8029
O, 7.8165, 16.6196, 25.3853
O, 4.9214, 15.1344, 23.4767
O, 4.1093, -1.1496, 26.2413
O, 8.7749, 14.3102, 26.6164
O, 6.0798, 6.2951, 19.1246
O, 11.0964, 9.4937, 24.863
O, 5.6755, 9.9615, 24.306
O, 12.7551, 11.0584, 26.319
O, 10.1631, 10.4366, 26.9965
O, 14.2721, 7.6539, 27.8585
O, 14.4824, 14.3771, 25.6954
O, 9.401, 16.7057, 22.2822
N, 6.1028, 16.8366, 29.5849
O, 11.2595, 14.3101, 22.0229
O, 7.8218, 7.2204, 27.537
O, 16.0181, 3.2928, 28.9186
O, 5.9703, 8.672, 28.6889
O, 13.2687, 16.6352, 26.1809
O, 1.9392, 8.3358, 29.9517
O, -2.6336, 21.1893, 28.802
O, 2.5592, 5.3988, 28.8061
O, 4.6975, 16.3261, 27.344
O, 10.5461, 18.8711, 22.9012
O, 0.2394, 4.734, 29.6843
H, 2.1694, 0.5235, 38.8047
H, 0.5399, 2.1811, 38.8047
H, 4.8877, 3.2788, 38.8027
H, 3.2392, 4.9174, 38.8027
H, 2.1792, 5.983, 38.8387
H, 0.5359, 7.6269, 38.8387
H, 3.2469, 10.3396, 38.8246
H, 4.9024, 8.7084, 38.8246
H, 7.6216, 0.5528, 38.8589
H, 5.9746, 2.193, 38.8589
H, 8.6948, 4.9042, 38.82
H, 10.3406, 3.2628, 38.82
H, 5.9632, 7.6375, 38.8077
H, 7.6064, 5.9935, 38.8077
H, 10.341, 8.704, 38.7991
H, 8.7057, 10.3558, 38.7991
H, -0.8211, 3.5416, 5.9914
H, 0.8206, 1.8962, 5.9914
H, 1.8799, 0.8187, 5.9991
H, 3.5334, -0.8145, 5.9991
H, 0.8048, 7.3616, 5.9961
H, -0.8366, 9.0073, 5.9961
H, 1.8996, 6.2667, 6.0066
H, 3.5389, 4.6189, 6.0066
H, 6.2363, 1.9297, 5.9948
H, 4.5918, 3.5723, 5.9948
H, 9.003, -0.8219, 6.0013
H, 7.3542, 0.8165, 6.0013
H, 6.259, 7.3403, 6.0072
H, 4.6232, 8.9917, 6.0072
H, 7.3159, 6.2829, 5.984
H, 8.9589, 4.6388, 5.984

Results
free energy: -136804.874 eV
free energy less fixed offsets of H -15.71, N -386.36, O -570.45, Si -639.56 eV per atom: 3.026 eV

Forces (eV/angstrom), in the order of the atoms: element, x, y, z
Si, -0.0095, -0.0063, -0.0266
Si, 0.0022, 0.0026, -0.0177
Si, -0.0091, -0.0091, -0.0211
Si, -0.0098, -0.0106, -0.0227
Si, 0.009, 0.0126, -0.0196
Si, 0.0065, -0.0052, -0.0259
Si, 0.0109, 0.0128, -0.022
Si, -0.0218, -0.0105, -0.0154
Si, -0.0004, -0.0001, -0.0137
Si, -0.0024, 0.0023, -0.0085
Si, -0.0008, 0.0078, -0.0101
Si, -0.002, -0.0017, -0.0056
Si, -0.0025, 0.0019, -0.0098
Si, -0.002, 0.0018, -0.005
Si, 0.0041, -0.0048, -0.0141
Si, 0.0016, 0.0012, -0.0069
Si, 0.0015, 0.0085, 0.0003
Si, -0.0044, -0.0035, 0.0046
Si, 0.002, 0.0022, -0.0009
Si, -0.0046, -0.0065, 0.0049
Si, -0.0015, 0.0009, 0.0002
Si, 0.0037, -0.011, -0.0023
Si, 0.0047, -0.0057, 0.0061
Si, 0.0012, 0.0087, 0.0005
Si, -0.0058, 0.0101, 0.0108
Si, 0.003, -0.0025, 0.0301
Si, -0.0156, -0.0127, 0.0044
Si, 0.0015, 0.0141, 0.0252
Si, 0.0146, 0.0135, 0.0199
Si, -0.0136, -0.0075, 0.0289
Si, 0.006, -0.0068, 0.0136
Si, -0.0023, 0.0067, 0.0192
Si, 0.0181, -0.0114, 0.1726
Si, -0.0111, 0.0136, 0.1816
Si, -0.0106, 0.0011, 0.1818
Si, -0.0036, 0.0128, 0.1887
Si, -0.0007, -0.0175, 0.1923
Si, 0.018, 0.0005, 0.1946
Si, 0, -0.0219, 0.1773
Si, 0.0154, -0.0135, 0.1572
Si, 0.0141, -0.0541, 0.2436
Si, 0.0452, 0.0008, 0.302
Si, 0.0482, -0.0706, 0.2977
Si, -0.0148, 0.0208, 0.2366
Si, -0.0084, -0.0071, 0.3783
Si, 0.0981, -0.052, 0.2457
Si, 0.0792, 0.0209, 0.3554
Si, -0.0156, -0.0766, 0.331
Si, -0.0294, 0.0482, -0.2941
Si, 0.0274, 0.0556, -0.2906
Si, -0.0756, 0.0606, -0.3052
Si, -0.0159, 0.0414, -0.3245
Si, -0.0725, -0.0436, -0.3744
Si, 0.0264, 0.0071, -0.3333
Si, 0.0185, -0.051, -0.2557
Si, -0.1104, 0.0924, -0.3014
Si, -0.0142, 0.0138, -0.1712
Si, 0.0135, -0.0149, -0.1687
Si, 0.0068, -0.003, -0.1806
Si, -0.0063, 0.0121, -0.1747
Si, 0.0112, -0.0033, -0.1912
Si, -0.0075, 0.0017, -0.1821
Si, -0.0398, 0.028, -0.1906
Si, -0.0021, 0.0074, -0.193
Si, 0.0019, 0.0094, -0.0302
Si, 0.0095, -0.0039, -0.021
Si, 0.0089, -0.015, -0.0149
Si, 0.0096, 0.003, -0.0085
Si, -0.0137, 0.0074, -0.0017
Si, -0.0005, -0.0025, -0.0204
Si, -0.0186, -0.0205, -0.031
Si, 0.007, -0.0004, -0.0243
Si, 0.0067, 0.0043, -0.0134
Si, -0.0006, -0.0012, -0.0096
Si, 0.0077, -0.0003, 0.0003
Si, -0.001, 0.0103, -0.0006
Si, -0.0111, -0.0023, -0.0023
Si, 0.0027, -0.0048, -0.0022
Si, -0.0022, 0.0052, -0.0148
Si, -0.0037, 0.0004, -0.0067
Si, -0.0052, 0.0044, 0.0171
Si, 0.0084, -0.0071, 0.0121
Si, 0.006, -0.0014, 0.0122
Si, 0.0001, 0.0068, 0.0145
Si, 0.0058, -0.0073, 0.0197
Si, -0.0072, 0.0065, 0.0155
Si, -0.0113, -0.0017, 0.0077
Si, 0.0038, -0.0037, 0.0073
Si, 0.0101, 0.0042, -0.0054
Si, -0.0054, 0.0056, -0.0095
Si, 0.0108, 0.0008, -0.0193
Si, -0.0016, 0.0016, -0.0033
Si, -0.005, -0.0097, -0.0063
Si, -0.005, -0.0014, -0.0097
Si, 0.0037, -0.0001, -0.0087
Si, 0.0087, -0.0001, -0.0145
Si, 0.0043, -0.0012, -0.0341
Si, 0.0026, 0.0029, -0.0387
Si, 0.0057, 0.0044, -0.0366
Si, -0.0076, -0.0007, -0.0404
Si, -0.0063, -0.0092, -0.0301
Si, -0.0024, 0.0033, -0.0454
Si, -0.006, 0.0028, -0.041
Si, -0.0082, -0.0036, -0.0609
Si, 0.0047, -0.0036, -0.0455
Si, -0.0009, -0.003, -0.0534
Si, 0.0014, 0.0058, -0.0545
Si, -0.0029, 0.0059, -0.0647
Si, -0.0113, 0.0014, -0.0383
Si, 0.0007, 0.0051, -0.0667
Si, 0.0034, 0.0147, -0.0487
Si, 0.0098, 0.0054, -0.0542
Si, -0.0045, -0.0117, -0.059
Si, 0.0054, -0.0046, -0.0417
Si, 0.0018, -0.0007, -0.0567
Si, -0.0015, -0.0009, -0.0641
Si, -0.0017, -0.0042, -0.0348
Si, 0.0051, -0.0065, -0.0322
Si, 0.0035, 0.0058, -0.0552
Si, -0.0057, 0.0099, -0.0477
Si, 0.0088, 0.0113, -0.0573
Si, 0.0078, 0.0005, -0.0632
Si, 0.0024, -0.0089, -0.0672
Si, 0.0017, -0.0062, -0.0524
Si, -0.0073, -0.0005, -0.0644
Si, -0.0048, -0.0057, -0.046
Si, -0.0029, 0.0005, -0.0626
Si, -0.0029, -0.0022, -0.0543
Si, 0.0114, 0.0098, -0.0611
Si, -0.009, 0.0024, -0.0604
Si, -0.0063, 0.0006, -0.0531
Si, -0.0026, 0.005, -0.0641
Si, 0.0132, 0.0036, -0.0777
Si, -0.002, -0.0014, -0.0465
O, 0.0099, 0.0026, 0.0428
O, 0.0047, 0.0007, 0.023
O, -0.0088, -0.0138, -0.0032
O, 0.0074, -0.0079, 0.0369
O, 0.008, 0.0033, 0.048
O, 0.0026, 0.0068, 0.0129
O, 0.006, -0.0054, 0.0218
O, -0.0088, 0.0035, 0.0351
N, -0.0055, -0.0072, 0.0476
O, -0.0033, 0.0003, 0.0479
O, 0.0177, 0.0154, 0.0056
O, 0.0065, 0.0036, 0.0259
O, -0.0147, -0.0099, 0.0304
O, -0.0026, -0.0029, 0.0246
O, -0.0183, -0.0102, -0.0021
O, -0.0117, 0.0108, 0.0191
O, -0.003, -0.0056, 0.0058
O, -0.0028, 0.0043, 0.024
O, 0.004, 0.0034, 0.0177
O, -0.0021, 0.0051, 0.0114
O, 0.0081, -0.012, 0.0167
O, 0.0105, 0.0069, 0.027
O, -0.0009, -0.0003, 0.0142
O, -0.0042, 0.0106, 0.0222
N, 0.0049, -0.0044, 0.0098
O, 0.008, -0.0054, 0.0194
O, -0.0129, -0.0062, 0.016
N, 0.0017, -0.0022, 0.0128
O, 0.0046, 0.0019, -0.005
O, -0.004, 0.0078, 0.0152
O, -0.0018, -0.0151, 0.0175
O, 0.0074, -0.0023, 0.0386
O, 0.0024, 0.0011, 0.0152
O, 0.0073, 0.002, 0.0138
O, 0.0013, -0.0002, 0.0144
O, 0.0024, 0.0003, 0.0138
O, -0.001, -0.0079, 0.0162
O, -0.0062, 0.0028, 0.0342
O, 0.0041, 0.0063, 0.0278
O, 0.01, 0.0089, 0.0242
O, -0.0067, 0.0012, 0.0226
O, -0.0018, 0, 0.0196
O, 0.008, -0.005, 0.0263
O, -0.0125, -0.0093, 0.0318
O, 0.0073, -0.0129, 0.0246
O, -0.0042, 0.0047, 0.0173
O, 0.0093, 0.0035, 0.0271
O, -0.0079, -0.0042, 0.0207
O, -0.0036, 0.0074, 0.0288
O, -0.0044, 0.0058, 0.0275
O, 0.0056, -0.0058, 0.021
O, 0.005, -0.0024, 0.0254
O, 0.0012, 0.0106, 0.0428
O, -0.0005, -0.0045, 0.0354
O, 0.0075, -0.0057, 0.0166
O, 0.0185, 0.0074, 0.0231
O, -0.0008, -0.0044, 0.021
O, 0.0007, 0.0014, 0.0114
O, -0.0048, -0.0113, 0.0235
O, -0.0085, -0.008, 0.0303
O, -0.0004, -0.0044, 0.0212
O, 0.0056, 0.0046, 0.0485
O, -0.0025, -0.0073, 0.0384
O, -0.0064, 0.0012, 0.0463
O, -0.0003, -0.0005, 0.018
O, -0.0025, -0.01, 0.0246
O, -0.0038, -0.0025, 0.0233
O, 0.0047, -0.007, 0.0414
O, -0.0094, 0.0071, 0.0306
O, -0.001, -0.0082, 0.0298
O, -0.0049, -0.0099, 0.0303
O, 0.013, 0.0095, 0.0397
O, 0.0003, -0.0162, 0.041
O, 0.0076, 0.0007, 0.0139
O, -0.0081, 0.0075, 0.0309
O, -0.004, 0.0073, 0.0149
O, -0.0068, 0.0066, 0.0257
O, 0.0084, 0.0052, 0.0222
N, -0.0103, -0.0023, 0.0443
O, 0.0135, 0.0066, 0.0231
O, -0.0093, 0.0025, 0.0319
O, -0.0006, 0.0007, 0.0214
O, 0.0021, -0.0062, 0.0142
O, 0.0051, 0.0121, 0.0346
O, 0.0045, -0.0022, 0.0401
O, 0.0006, 0.0018, 0.0147
O, -0.0042, -0.0063, 0.0204
O, 0.0029, 0.0014, 0.0215
O, -0.007, 0.0182, 0.0307
O, -0.0132, 0.0091, 0.0399
H, -0.3383, 0.2841, -0.2614
H, 0.2806, -0.2894, -0.2895
H, -0.2494, 0.3154, -0.2751
H, 0.2932, -0.348, -0.2758
H, -0.3055, 0.3489, -0.233
H, 0.2988, -0.2851, -0.2811
H, 0.3056, -0.305, -0.2564
H, -0.246, 0.3833, -0.2585
H, -0.3703, 0.2211, -0.2394
H, 0.3202, -0.2475, -0.2505
H, 0.2756, -0.2789, -0.2857
H, -0.3172, 0.2912, -0.234
H, 0.3029, -0.3343, -0.2633
H, -0.2713, 0.2977, -0.2636
H, -0.3087, 0.3078, -0.2636
H, 0.3251, -0.2519, -0.2885
H, 0.2182, -0.3166, 0.2718
H, -0.2432, 0.3862, 0.2709
H, 0.2794, -0.355, 0.2631
H, -0.3532, 0.2228, 0.2785
H, -0.2762, 0.2333, 0.3017
H, 0.371, -0.3452, 0.2327
H, 0.2927, -0.2406, 0.2738
H, -0.3889, 0.3013, 0.2707
H, -0.2046, 0.2623, 0.2866
H, 0.3584, -0.3586, 0.236
H, -0.3141, 0.4018, 0.2414
H, 0.2279, -0.2351, 0.2971
H, -0.3933, 0.2649, 0.2592
H, 0.3169, -0.2503, 0.2938
H, 0.3285, -0.3549, 0.2179
H, -0.2249, 0.277, 0.3095

The program warned: the cutoff lies below the one the program advises for these potential files; the forces do not sum to zero within the program's tolerance; empty levels may hold ghost states of the PAW files; the exchange-correlation potential is rough where the density is thin.
